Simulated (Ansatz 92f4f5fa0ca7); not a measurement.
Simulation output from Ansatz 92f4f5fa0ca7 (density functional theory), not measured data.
Periodic cell of 223 atoms, Si133O90, from a study of silicon, its oxide and their interface. The atomic structure is a simulated model.
Doubt: the cutoff is far below the 930 eV that the study's wrapper takes by default for these files, so forces and energies are approximate.
This geometry differs little from another in the collection (a relaxation step or a small displacement).

Settings: functional PBE; potential files Ansatz PAW; basis plane waves; wave-function cutoff 580 eV; density cutoff ratio 5; exchange-correlation grid ratio 1; k mesh 1 x 1 x 1, Gamma-centred; self-consistency stop 5e-08 eV per atom in the density residual; occupations fixed; spin none; net charge 0.

Cell vectors (angstrom)
a  10.938  0  0
b  0  10.938  0
c  0  0  32.4535

Atoms and the computed forces on them: element, x, y, z (angstrom), force x, y, z (eV/angstrom)
Si  0.1883  -0.1661  25.0496  0.0048  -0.0062  0.0201
Si  5.3869  0.144  24.9352  0.0035  -0.0003  0.0302
Si  3.1036  2.3717  24.9447  0.0089  -0.0147  0.0137
Si  8.0483  3.0368  24.9838  0.0064  -0.0009  0.0208
Si  -0.2233  5.8062  24.838  -0.001  0.0033  0.0235
Si  5.8011  5.2365  25.1749  0.0055  -0.0066  0.0045
Si  2.4558  8.5549  24.9685  -0.0083  0.0012  0.0258
Si  8.508  8.0866  25.0291  0.0088  -0.0038  0.0158
Si  1.431  1.3825  26.3004  0.0047  -0.0056  0.0063
Si  6.9165  1.371  26.2576  -0.0048  0.0066  -0.0039
Si  4.1355  4.0421  26.2964  0.0065  -0.001  0.0081
Si  9.6497  4.1789  26.2522  -0.0072  0.0052  -0.0018
Si  1.3907  6.86  26.2283  -0.0046  0.0097  0.003
Si  6.9387  6.8777  26.3665  0.0049  0.0025  0.0047
Si  4.1429  9.573  26.274  -0.0036  0.0131  -0.0024
Si  9.632  9.5873  26.4058  0.0085  -0.0054  0.0085
Si  2.7618  -0.0149  27.6797  -0.0005  -0.0006  -0.0044
Si  8.2113  0.0047  27.6801  0.0028  -0.0026  -0.0037
Si  0.0231  2.7495  27.6338  0.0026  0.0004  0.0002
Si  5.502  2.6898  27.6751  -0.0048  -0.0033  -0.0011
Si  2.7406  5.4532  27.6181  -0.0003  0  -0.0003
Si  8.2622  5.4658  27.6992  0.0021  -0.0023  0.0004
Si  0.0401  8.1669  27.7006  0.0023  0.0013  -0.0077
Si  5.4756  8.195  27.6634  0.0008  -0.0041  0.001
Si  4.1018  1.3673  29.0352  0.113  -0.1085  0.1789
Si  9.5708  1.3673  29.0352  0.1248  0.1831  -0.1365
Si  1.3673  4.1018  29.0352  0.0226  0.1071  -0.17
Si  6.8362  4.1018  29.0352  0.1218  -0.0672  -0.0292
Si  4.1018  6.8362  29.0352  -0.0757  -0.1348  -0.2155
Si  9.5708  6.8362  29.0352  0.2628  -0.0256  0.4401
Si  1.3673  9.5708  29.0352  0.204  -0.0946  0.1612
Si  6.8362  9.5708  29.0352  -0.1117  0.0692  -0.0112
Si  0  0  30.4025  0.0384  0.028  -0.0372
Si  5.469  0  30.4025  -0.044  0.005  0.0254
Si  2.7345  2.7345  30.4025  0.0393  0.0386  -0.0479
Si  8.2035  2.7345  30.4025  0.0145  0.0704  0.0044
Si  0  5.469  30.4025  0.0016  0.0791  0.0287
Si  5.469  5.469  30.4025  -0.0078  -0.0079  -0.0404
Si  2.7345  8.2035  30.4025  -0.0372  0.0723  0.0172
Si  8.2035  8.2035  30.4025  0.0296  0.0013  -0.0283
Si  1.3673  1.3673  31.7697  -0.0013  -0.0206  -0.019
Si  6.8362  1.3673  31.7697  0.0303  -0.0196  -0.0245
Si  4.1018  4.1018  31.7697  -0.005  -0.0243  -0.0129
Si  9.5708  4.1018  31.7697  0.0074  -0.0311  -0.0246
Si  1.3673  6.8362  31.7697  -0.0044  -0.0635  -0.023
Si  6.8362  6.8362  31.7697  -0.0011  0.0052  -0.0094
Si  4.1018  9.5708  31.7697  0.0502  -0.0396  -0.0195
Si  9.5708  9.5708  31.7697  -0.0063  0.013  -0.0099
Si  2.7345  0  0.6835  -0.0141  -0.0221  0.0087
Si  8.2035  0  0.6835  -0.0487  0.0317  0.0308
Si  0  2.7345  0.6835  -0.0232  0.0365  0.018
Si  5.469  2.7345  0.6835  -0.0335  0.0433  0.0169
Si  2.7345  5.469  0.6835  -0.016  0.0477  0.0267
Si  8.2035  5.469  0.6835  0.0348  -0.0027  0.0164
Si  0  8.2035  0.6835  0.0458  -0.0218  0.0131
Si  5.469  8.2035  0.6835  -0.0547  0.0754  0.0189
Si  4.1018  1.3673  2.0507  -0.0167  -0.0279  0.0216
Si  9.5708  1.3673  2.0507  0.0376  -0.0483  0.031
Si  1.3673  4.1018  2.0507  -0.0287  -0.0849  0.0148
Si  6.8362  4.1018  2.0507  -0.019  -0.064  0.0124
Si  4.1018  6.8362  2.0507  0.0394  -0.0705  0.0242
Si  9.5708  6.8362  2.0507  -0.0667  -0.047  -0.0161
Si  1.3673  9.5708  2.0507  -0.0507  0.0504  -0.032
Si  6.8362  9.5708  2.0507  0.0321  -0.1049  -0.0163
Si  0  0  3.418  0.1884  -0.2207  -0.4735
Si  5.469  0  3.418  -0.1872  -0.0131  0.1269
Si  2.7345  2.7345  3.418  -0.1416  -0.0344  0.0497
Si  8.2035  2.7345  3.418  -0.2998  0.0981  -0.0281
Si  0  5.469  3.418  -0.019  -0.0043  -0.1207
Si  5.469  5.469  3.418  -0.1007  0.2295  0.1774
Si  2.7345  8.2035  3.418  0.0937  0.1853  0.278
Si  8.2035  8.2035  3.418  -0.3775  -0.0766  -0.5269
Si  1.357  1.3183  4.7696  0.0144  -0.0099  -0.0225
Si  6.7967  1.381  4.7939  -0.0027  0.0025  0.0033
Si  4.052  4.1377  4.7923  0.0035  0.0179  -0.0144
Si  9.514  4.1443  4.7631  -0.0135  -0.0024  -0.0066
Si  1.338  6.8498  4.7788  -0.0066  -0.0086  0.02
Si  6.7935  6.9111  4.8041  0.0045  -0.0081  0.0157
Si  4.0954  9.5934  4.8505  0.0119  -0.0007  -0.0032
Si  9.5544  9.5515  4.6966  -0.0295  -0.0376  -0.0045
Si  2.6719  -0.0533  6.25  0.0104  0.034  -0.0418
Si  8.1607  -0.0905  6.0345  -0.0141  0.0051  0.0121
Si  -0.1726  2.6251  6.0105  0.0156  0.0296  0.0234
Si  5.3996  2.7375  6.1699  0.0139  -0.0112  -0.0092
Si  2.6296  5.4894  6.1929  0.003  -0.013  0.0264
Si  8.1455  5.5102  6.1382  0.0508  0.0747  0.065
Si  -0.1708  8.1036  6.0841  0.0138  0.0315  0.044
Si  5.4572  8.2718  6.2955  -0.0109  -0.0253  -0.012
Si  3.7284  1.7054  7.4826  -0.0193  -0.023  0.058
Si  9.6355  1.0548  7.4128  -0.0082  0.0203  -0.0061
Si  1.338  3.7957  7.2712  0.0064  0.0017  -0.0265
Si  6.5361  4.3997  7.3911  0  0.0128  -0.002
Si  4.2577  6.6386  7.5103  -0.0059  0.0163  0.0163
Si  9.2677  6.9966  7.6209  0.0478  -0.126  -0.0772
Si  0.887  9.721  7.3416  -0.0126  -0.1116  0.2936
Si  7.1629  9.406  7.585  -0.0018  -0.0167  -0.0085
O  9.5488  6.9227  24.5059  -0.003  -0.0011  -0.0092
O  4.251  1.2627  24.5335  0.001  0.0019  -0.0117
O  8.2029  8.1914  8.0801  -0.0535  0.1288  0.0889
O  2.5527  2.8194  7.7915  0.0399  -0.0299  -0.013
O  6.8702  4.1237  24.5566  -0.0039  0.0014  -0.0005
O  1.3017  9.6627  24.5458  0.0043  0.0024  -0.0178
O  3.7763  7.2498  8.9776  0.0301  -0.0074  0.0006
O  0.0004  0.1151  7.762  0.0749  -0.1678  -0.0314
O  5.3784  5.4801  7.8561  0.0009  0.0043  0.0073
O  6.8675  10.4139  8.8948  0.0103  -0.0241  -0.0191
O  9.8381  6.2632  9.0162  -0.0624  0.0514  -0.0384
O  2.6855  10.3688  9.4652  -0.1269  -0.3248  0.1943
O  4.2511  1.4098  9.0409  -0.0579  -0.0013  -0.0148
O  0.3071  4.0592  8.539  -0.0066  -0.0036  0.0468
O  8.8995  1.2658  8.8916  -0.0143  -0.0078  0.0225
O  0.5219  10.3926  11.0483  -0.0588  0.0706  0.0032
O  8.0916  8.9168  23.6673  -0.0044  0.0045  -0.0003
O  8.7523  2.5194  23.5857  0.0035  -0.0002  -0.0029
O  5.0768  6.1116  23.9884  0.0027  -0.0001  0.0038
O  2.5384  2.7839  23.4748  -0.0044  0.0072  0.0002
O  10.3758  0.4103  23.6994  -0.0028  0.0043  0.0004
O  0.287  5.3433  23.3362  0.0072  -0.0016  -0.0057
O  3.0135  8.0578  23.5148  0.0045  -0.0027  -0.0026
O  5.9792  10.4907  23.5031  0.0005  -0.0028  0.0005
Si  9.862  1.6474  22.7677  -0.0021  0.0019  -0.0007
Si  2.8901  7.6949  21.9377  0.0019  -0.002  -0.0002
Si  4.8916  10.1138  15.5691  0.0057  -0.0009  0.0102
Si  9.8258  -0.0682  17.7918  -0.0011  -0.0006  0.0067
Si  4.5305  0.5357  12.9853  -0.007  -0.0339  -0.0325
Si  4.757  5.2338  11.7182  0.0038  -0.0069  -0.0015
Si  7.6688  0.631  9.7778  0.0126  0.0278  0.0003
Si  1.7758  2.8491  22.0511  0  0.0068  -0.0028
Si  6.1197  2.6456  19.3418  0.0069  -0.0009  0.0049
Si  6.108  7.6382  18.5052  0.0007  -0.0004  0.0068
Si  6.8057  3.5187  10.2782  -0.008  -0.0021  -0.005
Si  3.2965  12.5981  19.5894  0.0007  -0.002  0.004
Si  2.7189  6.85  10.1649  0.0883  0.1297  -0.0249
Si  5.5321  15.084  14.4064  -0.0003  0.0059  0.0085
Si  10.9506  -2.8648  17.6989  0.0017  -0.001  0.0054
Si  13.434  -1.7443  17.013  0  -0.0014  0.0108
Si  8.0431  11.365  20.4654  0.0045  -0.0018  0.0002
Si  3.3325  11.6636  10.1926  0.0602  0.0556  0.0272
Si  6.7624  7.3215  12.8476  -0.0135  -0.003  0.0057
Si  9.7862  6.0246  19.6079  0.0067  -0.0036  0.0033
Si  -4.048  -1.5369  22.6801  0.0007  0.0017  -0.0009
Si  6.0834  6.5632  15.7563  -0.0028  -0.0064  0.0082
Si  12.4321  12.1517  16.9534  0.0018  -0.0028  0.014
Si  7.3912  10.4423  12.5633  0.0057  0.014  -0.0152
Si  11.0583  5.3013  9.568  -0.0275  -0.0203  0.0022
Si  5.397  6.5674  22.4692  0.0036  -0.0004  -0.0077
Si  6.9697  5.4642  20.3714  -0.0016  -0.0031  -0.0029
Si  1.9821  2.0301  13.9321  0.0056  0.0026  0.0023
Si  5.9254  1.8109  16.307  0.0193  0.0138  0.01
Si  1.5048  9.4441  10.1374  0.2568  -0.1201  -0.3084
Si  0.8127  0.9619  11.6425  0.0018  0.0343  0.0168
Si  -2.7405  4.7366  12.8334  0.003  -0.003  0.0041
Si  0.8474  5.5218  21.8023  0.0025  -0.0035  0.0001
Si  3.9145  -1.3981  19.6779  -0.0021  -0.0013  0.0029
Si  19.5108  6.708  17.2531  0.0032  -0.002  0.0078
Si  7.8266  10.7131  15.4032  0.0037  0.0126  0.0131
Si  -0.0538  3.6055  12.287  0.0056  0.0133  0.0063
O  10.7731  7.2406  19.1086  0.0012  0.0004  0.0014
O  2.0823  1.6129  10.7885  -0.0329  -0.0588  -0.0122
O  18.57  6.1246  16.0835  0.011  -0.0012  0.0007
O  1.7488  13.0189  15.5641  0.0031  -0.0035  -0.016
O  9.013  10.4044  16.4531  -0.0092  0.0049  -0.0105
O  0.1979  2.5388  22.3084  0.0028  0.0016  0.0067
O  2.1678  8.1859  10.9477  -0.049  0.1308  0.1076
O  -5.6031  4.139  10.6465  0.0148  -0.0088  -0.0058
O  6.7642  1.3791  20.138  0.0001  0.0043  0.001
O  12.3499  -2.957  16.8477  0.0036  0.0008  -0.0012
O  5.4546  7.3044  17.0524  0.001  0.0022  -0.0007
O  -0.3576  13.0575  11.6011  0.0367  -0.0338  -0.0109
O  6.094  7.3708  14.3421  0.0047  0.0078  -0.0117
O  1.1941  11.6971  13.2331  0.0058  0.0018  -0.0143
O  7.3479  12.241  15.6975  -0.0152  -0.0116  0.0029
O  5.7353  6.5411  11.8398  0.0161  0.0131  0.0089
O  4.2871  10.2761  14.0611  0.0091  0.0317  -0.043
O  9.1557  1.1225  21.4135  -0.0011  -0.0017  0.0007
O  -0.1789  9.6068  18.1963  0.0002  0.0029  -0.0002
O  5.9369  6.3312  19.4525  0.0039  0.0001  0.0033
O  6.2417  2.5188  17.7211  -0.0025  -0.0074  -0.0225
O  -0.2467  5.1668  20.6376  -0.0014  0.0037  0.0018
O  7.7184  7.802  18.1825  0.0037  0.001  0.0001
O  7.2876  3.9689  8.79  -0.0017  -0.0117  0.0133
O  17.1216  0.5991  12.9081  -0.0386  0.0039  0.0085
O  1.984  4.3866  21.5551  0.002  -0.0014  0.0091
O  9.1691  5.463  18.1735  0.0018  0.0044  0.0002
O  1.4959  6.1273  9.4185  -0.1014  0.0651  -0.1058
O  -2.5564  -0.4117  13.8727  0.0257  -0.0043  0.0144
O  9.8298  7.532  16.6384  0.0038  0.0001  0.0003
O  6.735  1.8886  10.2565  0.0119  0.0025  -0.008
O  8.134  6.3919  12.8351  0.0072  0.0004  -0.002
O  -3.9532  3.9461  19.8013  0.0007  -0.0001  0.0042
O  10.8451  1.19  17.4437  0.0046  0.0001  -0.002
O  4.0434  11.152  19.711  -0.0013  0.0003  0.0026
O  5.3697  8.9118  19.2144  0.0029  -0.0007  0.0007
O  8.1549  -0.0662  11.185  -0.0089  0.0025  0.0029
O  15.4511  2.7602  19.6556  0.0013  0.0007  0.0032
O  6.9504  -2.0716  12.3672  -0.0108  -0.033  -0.005
O  5.1847  5.2428  15.5526  0.0051  -0.0002  -0.0009
O  0.8463  8.8334  8.7778  -0.0804  0.2918  -0.2038
O  4.1637  0.1389  11.4551  0.0288  0.0585  0.0551
O  6.4012  5.4372  21.8876  0.0023  0.0025  0.0079
O  1.299  3.3871  13.2342  0.0088  -0.012  0.0021
O  7.4725  -0.8857  21.2891  0.0032  0.0023  0.0025
O  4.0045  6.5486  21.6316  0.0029  0.001  0.0061
O  16.1978  2.7657  15.1868  0.0099  -0.01  0.0086
O  7.0857  4.194  13.9011  0.0036  0.0036  -0.0026
O  13.7303  9.128  18.5999  0.006  0.0041  0.0049
O  3.5633  12.7304  13.4646  -0.0181  -0.0126  -0.0058
O  6.0129  8.0762  22.3278  0.001  -0.002  0.0068
O  4.8524  -10.3687  16.4539  -0.0006  -0.0057  -0.0026
O  3.2969  9.0262  21.0939  0.0047  0.005  -0.004
O  7.8781  4.1125  11.3529  0.0055  -0.001  -0.0004
O  17.438  -1.2063  15.5993  0.0081  0.006  0.0056
O  2.4146  1.7783  18.1995  0.0011  -0.0004  -0.0019
O  3.3199  5.7989  11.2407  0.0175  -0.0598  0.0341
O  4.5606  4.4458  13.1353  -0.0001  -0.0015  0.01
O  0.0194  4.7422  11.0995  -0.0013  -0.0115  0.0122
O  12.8341  -0.3094  16.547  0.001  0.0004  -0.0013
O  8.4104  6.2372  20.4764  0.0031  0.0011  0.0053
O  1.4322  7.0405  21.598  0.0003  0.0006  0.006
O  8.7811  11.1077  19.0237  0.0049  0  0.0006
O  25.751  -1.9277  16.1812  0.0065  0.0023  -0.0034
O  2.34  1.8507  20.897  0.0047  -0.001  0
O  -1.2729  4.1468  13.246  0.0005  -0.0001  -0.004

Results
free energy: -135734.064 eV
free energy less fixed offsets of O -568.88, Si -635.61 eV per atom: 1.266 eV

The program warned: the cutoff lies below the one the program advises for these potential files; the forces do not sum to zero within the program's tolerance; the exchange-correlation potential is rough where the density is thin.
